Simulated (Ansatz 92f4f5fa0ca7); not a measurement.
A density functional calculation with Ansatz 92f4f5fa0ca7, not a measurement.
Periodic cell of 224 atoms, Si132O90As1H1, from a study of silicon, its oxide and their interface. The atomic structure is a simulated model.
Doubt: the cutoff is far below the 930 eV that the study's wrapper takes by default for these files, so forces and energies are approximate.
This geometry differs little from another in the collection (a relaxation step or a small displacement).

Settings: functional PBE; potential files Ansatz PAW; basis plane waves; wave-function cutoff 580 eV; density cutoff ratio 5; exchange-correlation grid ratio 1; k mesh 1 x 1 x 1, Gamma-centred; self-consistency stop 5e-08 eV per atom in the density residual; occupations fixed; spin none; net charge 0.

Cell vectors (angstrom)
a, 10.938, 0, 0
b, 0, 10.938, 0
c, 0, 0, 32.2854

Atoms and the computed forces on them: element, x, y, z (angstrom), force x, y, z (eV/angstrom)
Si, 0.3796, -0.3936, 24.8557, 0.1276, -0.0578, -0.1568
Si, 5.218, 0.2123, 24.7317, -0.0543, 0.0987, -0.0773
Si, 2.8644, 2.3702, 24.6957, 0.0631, -0.0984, -0.1245
Si, 7.8442, 2.8604, 24.7229, -0.0722, 0.0401, -0.1015
Si, -0.2702, 5.6901, 24.9096, -0.0782, 0.0574, -0.0701
Si, 5.6968, 5.2005, 24.829, 0.0883, -0.0915, -0.0849
Si, 2.5909, 8.2532, 24.8212, -0.0714, 0.0368, 0.0083
Si, 8.3405, 7.7748, 24.9612, 0.0728, -0.1053, -0.1758
Si, 1.4179, 1.2482, 26.1718, 0.0344, -0.0319, 0.0173
Si, 6.7532, 1.3452, 26.1377, -0.0489, 0.0398, -0.0218
Si, 4.0267, 4.0246, 26.0136, 0.0123, -0.0019, 0.0132
Si, 9.5344, 3.9727, 26.0529, -0.0131, 0.0199, -0.0041
Si, 1.3401, 6.8034, 26.2059, -0.0153, 0.0573, -0.0107
Si, 6.8303, 6.6588, 26.3004, 0.0114, -0.0321, 0.0276
Si, 4.1516, 9.5063, 26.0797, -0.0521, -0.0345, -0.0164
Si, 9.5517, 9.5079, 26.0632, -0.0279, -0.0138, 0.053
Si, 2.807, -0.0746, 27.525, -0.0035, 0.0114, -0.0179
Si, 8.2061, -0.0134, 27.4527, 0.0136, -0.0044, -0.0151
Si, 0.0262, 2.686, 27.4625, -0.0271, 0.0243, -0.0165
Si, 5.4256, 2.7532, 27.4939, 0.0186, -0.0225, -0.0162
Si, 2.7492, 5.424, 27.4796, -0.0155, -0.0066, -0.0304
Si, 8.2743, 5.3483, 27.5586, 0.0052, -0.0038, -0.0224
Si, -0.0128, 8.2206, 27.5286, 0.0192, -0.0129, -0.0384
Si, 5.4988, 8.1755, 27.5077, 0.004, 0.0142, -0.0209
Si, 4.1018, 1.3673, 28.8672, 0.0759, -0.0436, 0.1475
Si, 9.5708, 1.3673, 28.8672, -0.0168, -0.1034, -0.2696
Si, 1.3673, 4.1018, 28.8672, -0.0244, -0.1885, -0.176
Si, 6.8362, 4.1018, 28.8672, -0.1593, -0.3419, 0.3236
Si, 4.1018, 6.8362, 28.8672, -0.0522, -0.1125, -0.1351
Si, 9.5708, 6.8362, 28.8672, 0.1158, -0.1763, 0.1663
Si, 1.3673, 9.5708, 28.8672, 0.0734, -0.0078, 0.2351
Si, 6.8362, 9.5708, 28.8672, 0.1522, 0.0293, -0.1079
Si, 0, 0, 30.2344, 0.0482, -0.0045, -0.0204
Si, 5.469, 0, 30.2344, 0.007, 0.1179, 0.0019
Si, 2.7345, 2.7345, 30.2344, -0.0655, -0.1084, -0.0055
Si, 8.2035, 2.7345, 30.2344, -0.2078, -0.0596, 0.0085
Si, 0, 5.469, 30.2344, -0.0336, 0.1108, 0.0004
Si, 5.469, 5.469, 30.2344, 0.0569, 0.0131, -0.0181
Si, 2.7345, 8.2035, 30.2344, -0.163, -0.0403, -0.0035
Si, 8.2035, 8.2035, 30.2344, -0.0392, -0.0483, -0.02
Si, 1.3673, 1.3673, 31.6017, -0.0283, 0.0442, 0.0037
Si, 6.8362, 1.3673, 31.6017, 0.1215, -0.0755, 0.0025
Si, 4.1018, 4.1018, 31.6017, -0.0059, 0.0219, -0.0234
Si, 9.5708, 4.1018, 31.6017, 0.0329, -0.0239, -0.0443
Si, 1.3673, 6.8362, 31.6017, 0.0825, -0.064, -0.0073
Si, 6.8362, 6.8362, 31.6017, -0.0299, 0.0197, -0.0035
Si, 4.1018, 9.5708, 31.6017, 0.0344, -0.0393, -0.0466
Si, 9.5708, 9.5708, 31.6017, 0.0224, -0.0126, -0.0181
Si, 2.7345, 0, 0.6835, -0.0001, -0.0155, 0.0145
Si, 8.2035, 0, 0.6835, -0.1037, 0.0473, 0.0124
Si, 0, 2.7345, 0.6835, -0.0223, 0.0046, 0.0422
Si, 5.469, 2.7345, 0.6835, -0.0035, -0.0184, 0.0019
Si, 2.7345, 5.469, 0.6835, -0.0848, 0.0722, 0.0002
Si, 8.2035, 5.469, 0.6835, -0.0092, 0.0168, 0.017
Si, 0, 8.2035, 0.6835, -0.0003, -0.0115, 0.0037
Si, 5.469, 8.2035, 0.6835, -0.01, 0.0266, 0.0436
Si, 4.1018, 1.3673, 2.0507, 0.0309, 0.0519, 0.0481
Si, 9.5708, 1.3673, 2.0507, 0.0371, -0.0455, -0.0476
Si, 1.3673, 4.1018, 2.0507, 0.1593, 0.0549, -0.0366
Si, 6.8362, 4.1018, 2.0507, 0.0073, 0.0154, 0.0671
Si, 4.1018, 6.8362, 2.0507, -0.0269, -0.1295, -0.0426
Si, 9.5708, 6.8362, 2.0507, 0.0321, 0.0433, 0.0612
Si, 1.3673, 9.5708, 2.0507, -0.0362, -0.0124, 0.0545
Si, 6.8362, 9.5708, 2.0507, 0.1515, 0.0248, -0.0494
Si, 0, 0, 3.418, -0.1621, 0.1344, -0.1833
Si, 5.469, 0, 3.418, 0.1619, 0.0594, 0.1487
Si, 2.7345, 2.7345, 3.418, 0.0441, 0.4209, -0.2977
Si, 8.2035, 2.7345, 3.418, 0.1378, -0.0954, 0.1409
Si, 0, 5.469, 3.418, 0.1721, 0.0928, 0.198
Si, 5.469, 5.469, 3.418, -0.4592, 0.035, -0.0993
Si, 2.7345, 8.2035, 3.418, -0.0485, -0.2498, 0.2315
Si, 8.2035, 8.2035, 3.418, 0.0048, 0.4837, -0.3512
Si, 1.3264, 1.4441, 4.723, -0.032, 0.009, 0.0119
Si, 6.856, 1.3737, 4.819, -0.0084, 0.0188, 0.0199
Si, 4.0723, 4.1162, 4.8219, 0.0115, 0.0176, -0.0054
Si, 9.5763, 4.1167, 4.7923, -0.0121, 0.0214, 0.0047
Si, 1.3624, 6.8369, 4.8541, -0.0092, -0.0107, 0.0005
Si, 6.7608, 6.9328, 4.7007, -0.0125, 0.0148, 0.0161
Si, 4.0843, 9.589, 4.7769, 0.0029, 0.0225, 0.0212
Si, 9.5449, 9.6173, 4.7885, -0.025, 0.0191, 0.0174
Si, 2.7324, 0.1194, 6.0159, 0.0044, 0.0252, -0.0211
Si, 8.2452, 0.0757, 6.2575, 0.0304, -0.0458, 0.017
Si, 0.039, 2.7893, 6.2031, 0.0267, -0.0571, 0.0021
Si, 5.5167, 2.7768, 6.1657, -0.0289, -0.0236, -0.0151
Si, 2.7064, 5.458, 6.3074, 0.03, -0.0083, 0.039
Si, 8.1509, 5.5852, 5.9625, 0.0102, 0.0102, -0.0697
Si, -0.015, 8.2825, 6.1607, 0.0088, 0.0161, -0.0543
Si, 5.4828, 8.2937, 6.1818, 0.0348, -0.0366, 0.0143
Si, 3.9824, 1.5285, 7.4367, -0.077, 0.0322, 0.0821
Si, 9.8607, 1.2641, 7.5988, 0.1303, -0.0572, 0.0755
Si, 1.6737, 3.7215, 7.6666, 0.0216, -0.0646, 0.0724
Si, 6.6544, 4.4839, 7.3416, -0.0419, 0.1084, 0.2079
Si, 4.3845, 6.6611, 7.4738, 0.0501, -0.0077, 0.0177
Si, 9.2503, 7.1122, 7.3248, -0.1044, 0.04, 0.1854
Si, 1.146, 9.9844, 7.3244, -0.0119, 0.1062, 0.3024
Si, 7.0945, 9.408, 7.5659, 0.0573, -0.052, 0.009
O, 9.5227, 6.7663, 24.3386, -0.0298, 0.0339, 0.1636
O, 4.0535, 1.2945, 24.1688, -0.0187, 0.0075, 0.1358
O, 8.1755, 8.2143, 7.9624, 0.0258, -0.0518, -0.1071
O, 2.8947, 2.6514, 7.9508, 0.0031, 0.0041, -0.0737
O, 6.8181, 4.0957, 24.316, 0.0103, -0.0284, 0.1167
O, 1.4651, 9.3788, 24.3943, -0.0202, 0.0549, 0.1231
O, 5.5058, 5.5328, 7.9526, 0.0444, -0.0539, -0.131
O, 0.0416, 0.0943, 8.0322, 0.044, -0.0294, -0.1776
O, 7.6152, 4.0564, 8.596, -0.0215, -0.0329, -0.0949
O, 6.5607, 10.0265, 9.0144, -0.0058, 0.0113, -0.0434
O, 9.8433, 6.2006, 8.5771, -0.0096, 0.0343, -0.1038
O, 2.1785, 9.448, 8.4963, -0.0787, -0.0695, -0.0915
O, 4.5556, 0.7732, 8.7917, 0.0073, 0.0031, -0.0608
O, 1.0571, 3.8439, 9.2012, 0.0112, -0.0003, -0.1007
O, 9.4042, 2.0746, 8.9911, -0.0255, 0.0207, -0.0503
O, 3.8838, 7.3633, 8.9111, -0.063, 0.0249, -0.0477
O, 7.2642, 8.1714, 23.7526, 0.0222, 0.0316, 0.079
O, 8.1297, 2.0728, 23.2893, -0.0114, 0.0189, 0.1214
O, 5.2052, 5.922, 23.4412, -0.0078, 0.0081, 0.0473
O, 1.9779, 2.8856, 23.374, -0.0008, 0.0084, 0.0841
O, 10.9814, 0.2671, 23.3752, 0.0122, -0.0045, 0.1273
O, 0.573, 5.1259, 23.6154, 0.0027, 0.0003, 0.0679
O, 3.1958, 7.6416, 23.4095, 0.0055, -0.0078, 0.0282
O, 6.0104, 10.5199, 23.4071, 0.0375, -0.0229, 0.0673
Si, 6.155, -2.8284, 20.4232, 0.003, -0.0584, -0.1131
Si, 4.1701, 6.712, 22.4788, -0.0109, 0.0103, -0.0568
Si, -6.7203, 15.2679, 11.775, 0.0258, -0.0203, 0.0223
Si, 5.6494, 1.6394, 12.2952, 0.0282, 0.0262, 0.0704
Si, 5.9214, 0.463, 9.6363, -0.0205, -0.028, 0.0913
Si, -1.1091, -0.6219, 16.31, 0.0366, -0.0223, -0.0013
Si, -0.0157, -0.449, 13.3989, -0.0224, -0.0173, -0.0073
Si, -1.9372, 2.2598, 21.9104, -0.0058, 0.031, -0.09
Si, 5.4629, 5.0148, 14.2887, -0.0116, -0.0367, 0.0002
Si, 2.8728, 3.4407, 18.5677, -0.0144, 0.0104, 0.0418
Si, 2.1667, -2.2768, 12.4254, -0.0522, 0.0039, 0.07
Si, 2.0655, 5.485, 20.6297, -0.0232, 0.0423, -0.0703
Si, 8.0737, 2.8556, 9.5796, 0.0096, 0.0498, 0.0453
Si, 0.1306, 8.0392, 20.4453, -0.0252, -0.0427, -0.1018
Si, 12.8413, 3.1845, 15.9138, 0.0082, -0.0102, 0.0413
Si, 3.8503, -3.3269, 14.6699, -0.011, 0.0084, -0.0021
Si, -1.3582, 5.6319, 13.9895, -0.0201, 0.0121, 0.0034
Si, -2.8802, 14.4711, 19.239, 0.0361, 0.0724, 0.0136
Si, 5.7903, 3.5244, 17.1668, -0.0241, 0.0129, 0.0471
Si, 8.5758, 6.4854, 19.4013, -0.0004, -0.0129, -0.0244
Si, -3.74, -1.404, 22.8569, -0.0277, -0.0113, -0.0914
Si, -1.4444, 7.1867, 16.4922, -0.0321, -0.0109, 0.0574
Si, 7.6558, 1.2286, 17.4983, -0.0051, -0.01, 0.0315
As, 2.9996, 0.8187, 20.5175, -0.0286, 0.0142, 0.0916
Si, 12.111, 4.2284, 10.791, 0.0346, -0.0127, 0.1175
Si, 5.4471, 10.4943, 18.7655, -0.0256, -0.0189, 0.0467
Si, 10.0487, 10.5436, 22.2119, -0.0006, -0.0252, -0.1604
Si, -0.6805, -3.0113, 12.2169, 0.0001, -0.0139, 0.0568
Si, 1.1615, -0.9376, 18.292, 0.0263, 0.0049, 0.0674
Si, 2.5174, 8.1398, 9.3869, 0.0334, 0.1255, 0.0177
Si, -3.1502, 3.6705, 12.6265, -0.0246, -0.0474, 0.0797
Si, -0.137, 6.6534, 9.7989, -0.0196, 0.0394, 0.1276
Si, 0.7799, 3.7967, 22.6962, 0.0395, 0.0143, -0.0718
Si, -7.496, 1.3324, 14.3185, 0.0312, -0.0202, 0.0038
Si, 12.1131, 6.0913, 15.5198, -0.0242, 0.0026, 0.0083
Si, 0.8674, 2.2383, 13.2119, 0.0101, -0.0289, -0.0015
Si, 3.5707, -0.9657, 16.3907, -0.0207, 0.0332, 0.0256
O, 2.2382, -1.4479, 17.1863, 0.0163, -0.008, -0.0312
O, -1.9895, -6.0447, 19.4064, -0.0275, -0.0265, -0.0119
O, 4.6053, -0.2232, 17.3917, 0.0041, 0.0116, -0.0292
O, -2.0938, 6.1798, 15.3602, 0.0243, 0.0106, -0.0042
O, 0.6363, 3.2382, 11.9578, 0.0087, 0.015, -0.0459
O, 1.2877, -4.0116, 20.7696, 0.0091, -0.0093, 0.023
O, 1.3126, 7.0667, 9.1777, 0.0022, -0.0128, -0.0571
O, -6.0824, 2.8385, 11.4935, -0.0122, 0.0143, -0.0366
O, 9.2995, -4.154, 12.8598, 0.0194, -0.0068, -0.0009
O, 5.0949, -4.3589, 14.5455, 0.0104, -0.0011, 0.0014
O, 2.3922, 1.6447, 13.1031, -0.0078, 0.0038, -0.0012
O, 4.1698, 4.4434, 13.4267, 0.0079, 0.0342, 0.012
O, -4.0024, 0.2094, 18.568, 0.024, 0.0152, -0.0048
O, 3.3232, 2.5768, 15.37, -0.0202, 0.0047, -0.0172
O, 4.3499, 8.6942, 15.7669, 0.0087, -0.006, -0.0008
O, 5.7855, 4.3851, 15.7669, 0.0009, 0.0071, 0.0056
O, 2.3777, 7.0915, 15.1359, 0.007, -0.0087, 0.002
O, 8.7035, -0.8304, 23.0114, -0.042, -0.0082, 0.0883
O, -5.7816, 16.4208, 11.1065, -0.0389, -0.0099, -0.0347
O, 1.9632, 4.7954, 16.0667, 0.0037, 0.0063, -0.0161
O, 6.6897, 4.0474, 18.4662, 0.0024, -0.0229, -0.0075
O, 1.1538, 4.2747, 21.2007, -0.0073, -0.0292, 0.0562
O, 4.2885, 3.535, 17.7711, 0.0282, -0.0044, -0.0272
O, 6.9159, 1.7291, 9.4808, 0.0229, 0.0189, -0.0256
O, 0.9075, -3.3214, 12.5663, 0.0034, 0.0222, -0.0265
O, -0.6473, 3.0764, 22.4703, -0.0158, -0.0084, 0.0289
O, 6.4566, 2.0765, 16.7578, -0.0107, 0.0006, -0.0318
O, -0.8371, 7.9046, 10.5901, 0.0379, -0.0329, -0.057
O, -8.4657, 4.9577, 19.1233, 0.0025, -0.015, 0.0128
O, 20.5838, 7.2672, 20.3384, 0.0156, 0.0162, 0.0215
O, 5.6917, 0.3577, 11.2601, -0.0066, -0.0086, -0.0701
O, 8.678, 6.9772, 17.8665, 0.0158, 0.0134, -0.0402
O, -2.9084, 2.9562, 20.7867, 0.0378, -0.0031, 0.0185
O, 9.1147, 4.1338, 13.4918, -0.016, 0.0195, -0.0243
O, -9.1644, 2.7698, 17.5102, 0.0007, 0.0193, -0.0452
O, -0.2488, 12.02, 12.903, 0.0231, 0.001, 0.006
O, -1.0776, -1.5169, 12.757, 0.0234, 0.0121, -0.0143
O, 0.6035, -2.2632, 19.0409, 0.0089, 0.0017, 0.0292
O, 3.0411, 2.4838, 19.8788, -0.002, 0.0074, -0.0402
O, 1.8588, 11.0572, 19.3074, -0.012, -0.0299, -0.0567
O, 2.6795, 8.6983, 10.8888, 0.0091, -0.0389, -0.0946
O, 3.5274, -2.6457, 13.2239, 0.0009, -0.005, -0.0185
O, 5.5978, 8.8911, 19.1, 0.0002, 0.0115, 0.0118
O, -11.0982, -0.2896, 17.5918, -0.038, 0.0098, -0.0299
O, 8.5415, 0.3837, 16.4197, -0.0089, 0.0056, -0.0158
O, 4.9333, 7.6366, 21.3804, -0.0046, 0.0102, 0.0637
O, 2.732, 4.5333, 11.137, 0.0027, 0.0191, -0.0254
O, -4.222, 4.7693, 13.2462, 0.0014, 0.0184, -0.0196
O, -6.2934, 11.2257, 19.9916, 0.0246, -0.0233, -0.0604
O, -0.1739, 10.5604, 15.0072, -0.0249, -0.0061, 0.0214
O, 7.0022, 9.2125, 21.2783, 0.0238, 0.0458, 0.0885
O, 0.2483, -5.3634, 14.2759, 0.0096, -0.0065, -0.0117
O, 8.6237, 13.2434, 18.2988, -0.0187, -0.0026, -0.006
O, 8.242, 3.5964, 11.0402, 0.0147, -0.0377, -0.0946
O, 7.1184, 2.1782, 12.8312, -0.0012, 0.0202, -0.0402
O, -0.1084, -1.6485, 21.4988, -0.0267, 0.0448, 0.0571
O, 1.5018, -0.8801, 12.9409, 0.0094, -0.0181, -0.0105
O, 0.1585, 6.8011, 16.5978, 0.0018, 0.0113, -0.0085
O, 0.1321, 5.4822, 10.894, 0.0006, 0.0174, -0.046
O, 0.7513, 2.7585, 14.7959, 0.0117, 0.0104, 0.0067
O, 7.0828, 6.8363, 19.9791, 0.0049, 0.0248, 0.0271
O, 3.361, 5.6063, 21.609, 0.0097, -0.0116, 0.0648
O, -1.6239, 8.7719, 16.1651, 0.003, -0.0006, -0.0108
O, 3.0972, 0.0013, 15.1757, 0.0047, -0.0042, 0.0083
O, -1.3646, 0.8507, 21.2536, -0.0087, -0.0118, 0.0492
O, -6.0295, 1.1695, 13.662, -0.011, 0.0033, -0.0086
H, -6.1528, 16.9348, 10.3677, 0.0315, -0.0098, 0.0583

Results
free energy: -139968.108 eV
free energy less fixed offsets of As -4856.12, H -15.97, O -568.88, Si -635.61 eV per atom: 3.702 eV

The program warned: the cutoff lies below the one the program advises for these potential files; the forces do not sum to zero within the program's tolerance; the exchange-correlation potential is rough where the density is thin.
